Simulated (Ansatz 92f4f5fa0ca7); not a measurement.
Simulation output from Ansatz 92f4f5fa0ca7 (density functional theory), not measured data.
Periodic cell of 215 atoms, Si133O82, from a study of silicon, its oxide and their interface. The atomic structure is a simulated model.

Settings: functional r2SCAN; potential files Ansatz PAW; basis plane waves; wave-function cutoff 800 eV; density cutoff ratio 5; exchange-correlation grid ratio 1; k mesh 1 x 1 x 1, Gamma-centred; self-consistency stop 5e-08 eV per atom in the density residual; occupations fixed; spin none; net charge 0.

Cell vectors (angstrom)
a  10.938  0  0
b  0  10.938  0
c  0  0  31.5432

Atoms and the computed forces on them: element, x, y, z (angstrom), force x, y, z (eV/angstrom)
Si  10.4344  0.5501  24.3066  -0.04  0.0022  0.0152
Si  6.0138  10.5014  24.1183  -0.0258  -0.0636  0.0187
Si  2.1262  3.2231  24.0555  0.0103  0.0244  0.0115
Si  8.685  2.2431  24.2539  0.0715  0.0069  0.0294
Si  0.4928  5.0415  24.1328  -0.027  -0.0411  0.0205
Si  5.0319  5.8869  24.1651  -0.0336  -0.0105  0.0144
Si  3.3616  7.6399  24.1302  0.0185  0.0312  0.0316
Si  7.8135  8.8085  23.986  -0.0024  0.0264  0.0161
Si  1.3401  1.4494  25.4301  0.0047  -0.005  0.0019
Si  6.8841  1.3187  25.4474  0.0007  0.0042  -0.0076
Si  4.0238  4.097  25.3186  0.0118  -0.0206  -0.0008
Si  9.6325  4.0967  25.376  -0.0185  0.013  0.0033
Si  1.4625  6.8141  25.3504  0.0093  -0.0043  -0.0041
Si  6.8714  6.921  25.2498  0.0059  0.0044  0.003
Si  4.198  9.5247  25.3241  -0.0042  0.0142  -0.0019
Si  9.5272  9.6216  25.4141  0.0165  -0.0143  0.0045
Si  2.762  -0.0115  26.6854  0.004  -0.0073  -0.0001
Si  8.204  -0.0127  26.8508  0.0021  -0.0083  -0.0077
Si  -0.007  2.7606  26.8326  -0.0046  0.0047  0.001
Si  5.4446  2.7342  26.6987  -0.009  0.0063  0.0056
Si  2.7419  5.4475  26.7931  -0.0045  -0.0001  0.0009
Si  8.2053  5.498  26.6717  0.0152  -0.0052  -0.0018
Si  0.0184  8.1944  26.6924  -0.0117  0.0062  0.0002
Si  5.5127  8.189  26.7658  -0.0009  0.0068  -0.0028
Si  4.1018  1.3673  28.1249  0.0105  -0.0878  -0.4051
Si  9.5708  1.3673  28.1249  0.0385  0.0641  0.585
Si  1.3673  4.1018  28.1249  0.0209  0.1583  0.5987
Si  6.8362  4.1018  28.1249  -0.0769  0.1683  -0.6828
Si  4.1018  6.8362  28.1249  0.2328  -0.0848  0.0712
Si  9.5708  6.8362  28.1249  0.0715  -0.0098  -0.5153
Si  1.3673  9.5708  28.1249  0.0877  0.0306  -0.5667
Si  6.8362  9.5708  28.1249  -0.106  -0.1991  0.5881
Si  0  0  29.4922  -0.0112  0.0869  0.0108
Si  5.469  0  29.4922  -0.0056  -0.0402  0.0032
Si  2.7345  2.7345  29.4922  -0.0536  0.0154  -0.0026
Si  8.2035  2.7345  29.4922  0.0576  -0.0466  0.0042
Si  0  5.469  29.4922  0.0523  -0.0177  0.0188
Si  5.469  5.469  29.4922  -0.0155  0.0519  0.0121
Si  2.7345  8.2035  29.4922  0.0325  0.0042  -0.0259
Si  8.2035  8.2035  29.4922  -0.0304  0.0493  0.013
Si  1.3673  1.3673  30.8594  0.0492  -0.0186  0.008
Si  6.8362  1.3673  30.8594  -0.0597  0.0036  -0.0278
Si  4.1018  4.1018  30.8594  0.0305  -0.0425  0.0001
Si  9.5708  4.1018  30.8594  -0.0277  0.045  -0.0223
Si  1.3673  6.8362  30.8594  -0.0423  0.0064  -0.0244
Si  6.8362  6.8362  30.8594  0.0407  -0.0506  0.0076
Si  4.1018  9.5708  30.8594  0.0024  0.0523  -0.0224
Si  9.5708  9.5708  30.8594  0.0172  -0.048  0.003
Si  2.7345  0  0.6835  0.0143  -0.0344  0.0257
Si  8.2035  0  0.6835  -0.0079  0.0802  -0.0048
Si  0  2.7345  0.6835  -0.0643  0.0295  -0.0008
Si  5.469  2.7345  0.6835  0.0275  -0.0164  0.0217
Si  2.7345  5.469  0.6835  -0.035  0.0511  -0.0048
Si  8.2035  5.469  0.6835  0.038  -0.0339  0.0261
Si  0  8.2035  0.6835  0.0585  -0.0309  0.0237
Si  5.469  8.2035  0.6835  -0.0443  0.0153  -0.0053
Si  4.1018  1.3673  2.0507  -0.0285  0.0214  0.0106
Si  9.5708  1.3673  2.0507  0.0009  -0.0908  -0.0317
Si  1.3673  4.1018  2.0507  0.0534  -0.0455  -0.024
Si  6.8362  4.1018  2.0507  -0.08  0.004  0.0189
Si  4.1018  6.8362  2.0507  0.0677  -0.04  -0.0284
Si  9.5708  6.8362  2.0507  -0.0277  0.0335  -0.016
Si  1.3673  9.5708  2.0507  -0.018  0.0521  0.0261
Si  6.8362  9.5708  2.0507  0.0076  -0.0297  0.0051
Si  0  0  3.418  -0.2717  0.0356  -0.4601
Si  5.469  0  3.418  0.0092  -0.0176  0.4794
Si  2.7345  2.7345  3.418  -0.1871  0.0171  -0.5039
Si  8.2035  2.7345  3.418  0.0355  -0.1955  0.5222
Si  0  5.469  3.418  -0.0911  0.0661  0.6624
Si  5.469  5.469  3.418  -0.0617  0.133  -0.6211
Si  2.7345  8.2035  3.418  0.0701  -0.0156  0.471
Si  8.2035  8.2035  3.418  0.2213  -0.061  -0.2588
Si  1.3154  1.395  4.724  0.0021  -0.0369  -0.0129
Si  6.8528  1.3328  4.8582  -0.0156  -0.0106  -0.0056
Si  4.0778  4.1293  4.706  0.0234  -0.0097  -0.0144
Si  9.5553  4.0864  4.8583  0.0068  0.0107  -0.0066
Si  1.3584  6.8682  4.8571  -0.0209  0.0019  -0.0121
Si  6.8427  6.8196  4.729  0.0057  0.0034  -0.0054
Si  4.1043  9.5721  4.8464  0.0131  0.0074  -0.0088
Si  9.5801  9.5723  4.7693  0.0013  -0.0064  -0.0047
Si  2.6366  0.0465  6.1093  -0.0234  0.0161  0.0111
Si  8.2279  -0.1046  6.2548  0.013  -0.0032  -0.0008
Si  -0.0055  2.6841  6.2218  -0.0258  0.0021  0.0032
Si  5.4022  2.7699  6.0865  -0.0131  0.0132  0.0121
Si  2.7516  5.4475  6.1589  0.005  0.0213  0.0008
Si  8.1175  5.4507  6.1826  -0.0284  -0.0071  0.0191
Si  -0.0027  8.2889  6.238  0.0081  0.0138  0.0146
Si  5.5514  8.169  6.1647  0.0025  -0.0022  0.0003
Si  3.5126  1.9258  7.2022  -0.0045  0.0181  -0.2674
Si  10.0167  0.8523  7.4779  0.0281  -0.0039  -0.0044
Si  1.8068  3.6664  7.3948  -0.0183  -0.0067  -0.0126
Si  6.2231  4.5403  7.3986  0.0378  0.0078  -0.0341
Si  4.6378  6.3278  7.2907  0.0096  0.0012  -0.0171
Si  9.154  7.2072  7.3475  0.0154  0.009  -0.0096
Si  0.9005  10.1665  7.5233  -0.0224  -0.0348  -0.0405
Si  7.3953  8.9243  7.4994  -0.0367  0.0052  0.0096
O  4.5466  6.6317  8.9011  0.0057  -0.0101  0.0054
O  1.4657  4.0274  8.973  0.0097  -0.0111  -0.0017
O  9.6945  6.5744  8.7687  -0.0041  -0.0096  -0.0141
O  1.3322  10.0879  9.132  -0.0081  0.0184  0.0074
O  6.1429  4.2252  9.0255  -0.0246  0.0103  -0.0073
O  3.8591  1.4855  8.7149  -0.1368  0.1001  -0.0688
O  7.0699  9.0454  9.1217  0.0377  -0.0671  -0.0685
O  9.6109  1.1126  9.0571  0.0082  -0.0048  -0.0159
O  8.2642  2.5073  22.6944  -0.0106  -0.0041  0.0046
O  11.0424  5.5085  22.6033  0.0061  0.0042  0.0051
O  5.6012  0.064  22.6108  0.0035  0.0158  0.0238
O  5.2566  5.4115  22.6055  0.0086  0.0043  0.0203
O  2.1608  2.7911  22.4561  -0.0061  0.0015  0.0096
O  3.2702  7.8415  22.4947  -0.0075  -0.0164  -0.0064
O  8.3739  8.7135  22.4225  -0.0035  -0.0082  0.0063
O  -0.1381  11.1855  22.7457  0.014  -0.0104  -0.0116
Si  2.1458  2.9732  12.9001  -0.0033  -0.0065  0.0077
Si  8.6737  1.2954  10.3589  -0.0099  -0.0096  0.0063
Si  1.0684  4.4938  15.3656  0.0042  -0.0021  -0.001
Si  7.578  5.565  12.2156  -0.0078  0.0081  0.001
Si  2.4025  8.1599  21.1753  -0.0072  0.0057  0.0127
Si  5.4718  7.7758  12.496  0.0113  0.0029  0.0082
Si  9.2856  0.4475  15.4529  0.0025  -0.0057  0.0019
Si  2.9311  -0.0502  16.6677  0.0034  -0.0041  0.0077
Si  10.4729  1.1673  12.5709  0.0091  -0.0052  -0.0005
Si  7.7351  2.8135  21.2129  -0.0274  -0.009  0.0081
Si  9.1201  8.7903  14.4153  -0.0161  0.0067  0.0063
Si  1.5058  4.8161  10.387  0.0006  0.0204  0.02
Si  4.4798  9.4636  19.1355  0.0028  -0.0035  0.0003
Si  11.0736  6.0783  21.0929  -0.0083  0.0139  -0.0025
Si  6.6175  10.4492  14.8511  0.0046  0.0019  0.0038
Si  5.3605  0.7186  21.1607  0.0104  0.0264  0.0095
Si  2.348  9.8304  10.379  0.0032  0.0216  0.0042
Si  0.4243  10.6145  21.3659  -0.0005  -0.0104  0.0214
Si  5.8158  5.2301  21.1137  0.0087  0.0039  -0.0019
Si  3.6663  7.119  10.1429  -0.0041  0.0002  0.0076
Si  9.069  5.6861  14.8358  -0.0084  -0.003  -0.0032
Si  3.6468  4.0695  19.0776  0.0006  0.004  -0.0109
Si  10.0019  3.6592  19.2976  -0.0023  0.0015  -0.0075
Si  4.2899  8.6648  15.3718  0.0017  -0.01  -0.0025
Si  0.4651  1.9138  17.1543  -0.0068  -0.0032  -0.0101
Si  6.7846  7.5075  19.2607  -0.0055  0.0038  -0.0002
Si  5.2497  3.6303  16.7282  -0.0022  -0.0017  0.0005
Si  7.7782  5.0231  17.516  -0.0034  0.0038  -0.0087
Si  6.6961  9.9205  10.4298  0.0803  -0.0401  0.0546
Si  4.3812  1.0761  10.1458  -0.0233  0.0396  0.2874
Si  -0.0374  9.1278  11.8594  -0.0018  0.0007  -0.0066
Si  9.0961  8.6005  20.9626  0.0052  -0.0083  0.0021
Si  4.5396  1.6591  14.5902  -0.0052  -0.0014  0.0038
Si  2.4359  2.0709  21.0293  0.0044  -0.0012  0.0088
Si  6.3252  3.3485  10.3734  -0.01  -0.0037  0.0055
Si  3.4336  5.9168  16.7268  0.0035  -0.0053  -0.0009
Si  9.893  6.5637  10.3616  -0.0053  0.0085  0.0077
O  0.0719  2.6138  18.5661  0.0063  -0.0179  0.0071
O  2.9756  9.6326  15.5954  -0.0249  -0.0089  -0.0141
O  10.8206  4.8029  20.1191  0.0116  0.0029  0.0045
O  7.5065  2.329  9.9923  0.0303  0.0034  -0.0135
O  10.9608  5.3952  10.7711  0.0051  -0.0159  0.0008
O  6.6115  6.6917  12.8725  0.0254  0.0005  0.0064
O  10.3355  8.0821  10.7609  0.0049  0.0046  -0.0015
O  7.6423  9.4412  14.0175  -0.0034  -0.0105  -0.015
O  8.4699  6.2264  11.0431  -0.0043  -0.0023  0.0031
O  5.3141  10.487  20.0611  0.0098  -0.0293  -0.0135
O  2.1508  3.7744  11.4733  0  0.0015  -0.0129
O  7.9686  8.4805  19.8  0.0086  0.0189  -0.0055
O  6.1867  6.6827  20.5216  -0.0089  0.0073  0.0131
O  5.4677  2.7216  15.4081  0.0167  0.0037  -0.0126
O  1.2912  0.9221  20.7122  -0.0087  0.0024  -0.0188
O  6.1544  8.9963  11.6497  -0.0115  0.0016  0.0403
O  4.6076  4.9872  16.1237  0.0119  0.0111  -0.0282
O  6.5931  3.9259  17.5813  0.0121  -0.0091  0.0065
O  10.5709  10.7042  11.7634  -0.0015  -0.0005  -0.0194
O  5.573  0.4987  14.028  0.0057  -0.0016  -0.023
O  8.0504  5.1581  15.9458  -0.0001  0.0046  -0.0006
O  9.7141  9.8139  15.5305  0.0184  -0.0126  0.0273
O  -0.3872  5.1372  15.1404  0.0034  0.0014  -0.0032
O  1.5501  6.8296  20.7743  0.0109  -0.006  -0.0226
O  1.5355  0.6605  17.1757  -0.0123  -0.0023  0.0086
O  6.568  1.7518  20.8256  -0.0006  -0.0011  -0.0296
O  0.9923  1.826  12.8114  0.0114  0.0019  0.0007
O  3.2483  5.4709  18.303  -0.0176  0.0138  0.0176
O  9.5218  1.9997  11.5598  -0.0022  0.0314  0.0003
O  1.0162  3.1183  16.2212  0.0088  0.0026  0.0056
O  8.5869  5.1185  13.4009  -0.0014  -0.0166  -0.0024
O  10.2326  8.6572  13.2466  -0.0003  -0.0113  0.0046
O  1.4453  9.3892  21.5957  0.0004  0.0037  -0.0136
O  10.0605  9.9014  20.6427  -0.0028  0.0142  -0.012
O  3.1318  0.2623  10.8382  -0.0531  -0.0362  0.0666
O  5.0129  2.446  10.7886  -0.0003  0.0431  0.0771
O  1.7342  4.1139  13.9552  0.0013  0.0067  -0.005
O  7.9891  10.8236  10.8338  0.0311  -0.0012  0.0293
O  9.107  4.4591  18.2183  0.0064  0.0027  -0.0045
O  5.6469  9.5113  15.779  0.0066  -0.0033  0.0229
O  5.549  0.0062  9.9991  0.1093  -0.1144  -0.1219
O  3.561  2.2846  13.4205  0.0063  0.0023  -0.0057
O  1.9963  5.628  16.0459  -0.0149  0.0106  -0.0083
O  9.7259  1.0072  13.9936  -0.0036  0.0073  -0.0033
O  4.4465  6.9871  11.5374  -0.0219  -0.0212  -0.0093
O  4.7275  4.4757  20.2006  -0.0138  -0.0028  0.0052
O  10.0098  1.3168  16.5801  0.0044  0.0021  0.0119
O  6.7241  4.3208  11.6131  -0.0024  0.0119  0.0157
O  5.5943  8.4006  18.6104  0.0047  0.0005  -0.0153
O  9.0183  2.7648  20.2282  0.0232  -0.0177  0.008
O  3.6255  1.1085  15.7976  -0.0052  0.0092  0.0059
O  4.2294  3.0946  17.8944  -0.0028  -0.0274  0.0045
O  9.9305  7.2103  20.9288  -0.0095  -0.0111  -0.0064
O  3.3742  8.6896  9.873  0.0107  -0.0039  -0.0061
O  3.9422  7.4146  16.3588  0.0019  0.0116  -0.0053
O  7.6625  0.4806  15.6484  -0.0194  0.0185  0.0117
O  8.9762  7.2955  14.9598  0.003  -0.005  0.0039
O  3.9129  1.4268  21.1332  -0.0051  0  -0.0104
O  1.5785  9.1622  11.6585  0.0038  -0.0034  0.0232
O  2.3693  6.1747  10.2401  0.0042  -0.0069  0.0003
O  7.3328  6.4404  18.167  0.0061  0.0036  -0.0124
O  7.1518  4.3208  21.1392  0.0084  0.0101  -0.0141
O  4.625  8.2364  13.8218  -0.0124  -0.0015  0.0026
O  3.3535  8.6306  19.959  -0.0013  -0.0118  -0.0022
O  2.4992  3.208  19.8511  -0.0171  0.0063  -0.005
O  3.7315  10.3224  17.9711  -0.0044  0.0136  0.0026

Results
free energy: -131839.311 eV
free energy less fixed offsets of O -570.45, Si -639.56 eV per atom: -0.931 eV

The program warned: the cutoff lies below the one the program advises for these potential files; the forces do not sum to zero within the program's tolerance; empty levels may hold ghost states of the PAW files; the exchange-correlation potential is rough where the density is thin.
